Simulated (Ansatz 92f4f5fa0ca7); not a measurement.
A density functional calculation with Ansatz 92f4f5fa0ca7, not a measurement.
Periodic cell of 212 atoms, Si132O80, from a study of silicon, its oxide and their interface. The atomic structure is a simulated model.
This geometry differs little from another in the collection (a relaxation step or a small displacement).

Settings
functional: r2SCAN
potential files: Ansatz PAW
basis: plane waves
wave-function cutoff: 800 eV
density cutoff ratio: 5
exchange-correlation grid ratio: 1
k mesh: 1 x 1 x 1, Gamma-centred
self-consistency stop: 5e-08 eV per atom in the density residual
occupations: fixed
spin: none
net charge: 0

Cell vectors (angstrom)
a  10.938  0  0
b  0  10.938  0
c  0  0  31.1215

Atoms: element, x, y, z (angstrom)
Si  10.332  0.4045  23.781
Si  5.8688  10.376  23.8594
Si  2.1726  3.1834  23.7496
Si  8.6194  2.2344  23.5261
Si  0.3844  4.9661  23.4664
Si  4.9732  5.9104  23.8011
Si  3.1997  7.6549  23.814
Si  7.7384  8.839  23.7929
Si  1.2356  1.3896  24.9554
Si  6.8234  1.3633  24.877
Si  3.9789  4.1448  25.0024
Si  9.5741  4.0268  24.8114
Si  1.3111  6.729  24.8829
Si  6.8323  6.8894  24.8837
Si  4.0848  9.4698  25.061
Si  9.4624  9.6555  25.1622
Si  2.6945  0.0167  26.2914
Si  8.1121  0.0937  26.4323
Si  -0.0519  2.7579  26.3599
Si  5.4417  2.7497  26.2663
Si  2.6701  5.4953  26.3923
Si  8.2154  5.4568  26.2219
Si  -0.0013  8.1874  26.2917
Si  5.5051  8.1698  26.3984
Si  4.1018  1.3673  27.7033
Si  9.5708  1.3673  27.7033
Si  1.3673  4.1018  27.7033
Si  6.8362  4.1018  27.7033
Si  4.1018  6.8362  27.7033
Si  9.5708  6.8362  27.7033
Si  1.3673  9.5708  27.7033
Si  6.8362  9.5708  27.7033
Si  0  0  29.0705
Si  5.469  0  29.0705
Si  2.7345  2.7345  29.0705
Si  8.2035  2.7345  29.0705
Si  0  5.469  29.0705
Si  5.469  5.469  29.0705
Si  2.7345  8.2035  29.0705
Si  8.2035  8.2035  29.0705
Si  1.3673  1.3673  30.4378
Si  6.8362  1.3673  30.4378
Si  4.1018  4.1018  30.4378
Si  9.5708  4.1018  30.4378
Si  1.3673  6.8362  30.4378
Si  6.8362  6.8362  30.4378
Si  4.1018  9.5708  30.4378
Si  9.5708  9.5708  30.4378
Si  2.7345  0  0.6835
Si  8.2035  0  0.6835
Si  0  2.7345  0.6835
Si  5.469  2.7345  0.6835
Si  2.7345  5.469  0.6835
Si  8.2035  5.469  0.6835
Si  0  8.2035  0.6835
Si  5.469  8.2035  0.6835
Si  4.1018  1.3673  2.0507
Si  9.5708  1.3673  2.0507
Si  1.3673  4.1018  2.0507
Si  6.8362  4.1018  2.0507
Si  4.1018  6.8362  2.0507
Si  9.5708  6.8362  2.0507
Si  1.3673  9.5708  2.0507
Si  6.8362  9.5708  2.0507
Si  0  0  3.418
Si  5.469  0  3.418
Si  2.7345  2.7345  3.418
Si  8.2035  2.7345  3.418
Si  0  5.469  3.418
Si  5.469  5.469  3.418
Si  2.7345  8.2035  3.418
Si  8.2035  8.2035  3.418
Si  1.413  1.3265  4.7075
Si  6.8528  1.4095  4.8698
Si  4.1141  4.1298  4.7339
Si  9.5725  4.0965  4.9058
Si  1.3684  6.8155  4.8545
Si  6.9095  6.7745  4.7342
Si  4.1273  9.5674  4.8123
Si  9.6009  9.5436  4.7078
Si  2.7626  0.0392  6.1593
Si  8.3338  -0.027  6.1061
Si  0.1234  2.6458  6.1326
Si  5.5163  2.9444  6.2054
Si  2.7829  5.4184  6.1885
Si  8.1992  5.5506  6.3403
Si  -0.0321  8.23  6.1773
Si  5.5826  8.1649  6.0432
Si  3.7003  1.9247  7.2822
Si  10.232  0.7696  7.3299
Si  1.8236  3.6311  7.4585
Si  6.3692  4.7694  7.693
Si  4.5671  6.4921  7.3388
Si  9.0798  7.4574  7.5287
Si  1.1364  9.8284  7.4501
Si  7.3061  9.1757  7.2993
O  1.8296  9.0081  8.7692
O  1.1521  4.089  8.9299
O  9.6687  1.4581  8.7107
O  6.6579  9.7883  8.6955
O  4.5513  1.3851  8.6006
O  3.9977  7.3199  8.661
O  6.8137  4.6369  9.336
O  9.4596  7.2838  9.1498
O  2.6789  2.3728  22.3951
O  5.3121  10.4868  22.2977
O  8.2173  2.6884  21.9385
O  -0.1273  5.3312  21.8796
O  8.3082  8.969  22.2096
O  2.7231  8.0974  22.2842
O  5.4373  5.326  22.301
O  10.6091  10.4879  22.3636
Si  5.5818  0.2938  20.8878
Si  3.4867  3.151  17.0439
Si  4.7832  1.538  10.1871
Si  3.3841  2.5205  20.9462
Si  3.9166  9.5785  18.8404
Si  2.6991  7.8189  9.5089
Si  9.784  9.3107  21.5666
Si  5.0388  8.061  16.3287
Si  9.9405  0.2117  19.1181
Si  5.1285  10.3282  14.087
Si  0.2759  8.6997  15.6735
Si  6.7529  10.2907  10.232
Si  0.3467  0.9322  12.5056
Si  7.2212  5.7929  16.3454
Si  9.4401  0.0364  16.2588
Si  10.1106  6.4525  17.6696
Si  10.9416  6.5399  20.748
Si  2.8005  7.5751  20.7503
Si  2.6952  2.899  11.9543
Si  10.0399  2.584  14.8213
Si  7.376  4.0086  13.7715
Si  7.9071  9.7075  13.8864
Si  4.0377  8.0041  12.3081
Si  9.6714  6.8791  10.7181
Si  7.0088  7.6811  12.0846
Si  10.501  9.1016  12.7689
Si  7.9852  2.0016  20.4541
Si  6.112  3.8661  18.5897
Si  4.7714  5.2818  20.8166
Si  7.0882  3.6985  10.6765
Si  9.153  1.4776  10.232
Si  2.5913  7.1223  14.8203
Si  1.1353  5.074  10.2413
Si  2.056  1.0048  18.5141
Si  4.7175  2.4508  14.2106
Si  1.1554  4.7311  16.0825
O  10.4137  1.4079  13.7756
O  8.0146  0.3474  10.4484
O  8.893  3.4997  14.111
O  4.2809  2.9504  15.6682
O  10.0736  6.4613  19.3327
O  3.6187  4.1217  20.7154
O  8.1974  6.7283  11.4536
O  1.5718  6.6051  20.3174
O  2.3192  2.0367  17.2901
O  3.3133  8.3675  10.9054
O  4.1638  6.7441  20.4959
O  8.6764  6.1187  16.9923
O  0.5441  0.4441  18.6463
O  2.8135  8.8838  19.8076
O  7.4319  8.1457  13.619
O  3.3465  2.0293  10.7431
O  10.5902  7.8998  21.5736
O  10.5893  8.2845  14.1951
O  1.9725  4.2729  11.4164
O  5.8623  2.6421  10.6702
O  8.3635  10.0848  15.4027
O  4.4167  0.8445  14.1846
O  9.1107  9.9706  12.8202
O  4.6456  3.1816  18.219
O  6.3  2.8115  14.0635
O  5.3589  0.0907  10.672
O  4.8169  1.7414  20.9055
O  10.6403  7.8395  16.9502
O  0.7113  10.2637  12.5906
O  4.5276  8.502  17.8034
O  10.5545  5.479  10.7658
O  7.1751  5.3061  14.7685
O  5.1331  10.2437  19.6876
O  6.6461  4.5282  17.2099
O  1.5485  5.8738  14.9771
O  5.9098  5.0388  19.6959
O  10.5046  8.0579  11.5164
O  9.0263  -0.1293  17.8152
O  6.6393  10.6688  13.5603
O  1.8798  8.4599  15.4692
O  9.4481  1.5811  19.8637
O  7.1614  0.6132  20.6991
O  0.1711  5.2457  17.2592
O  2.5751  4.4838  16.8615
O  3.8358  3.2437  13.0737
O  9.4407  1.6668  16.0438
O  6.9694  8.9871  11.1372
O  10.9088  10.2828  15.9574
O  2.3806  1.8056  19.8951
O  7.1519  4.3912  12.1774
O  5.4494  7.1336  12.132
O  3.0831  -0.1857  18.1091
O  4.3232  9.4368  13.0103
O  7.198  2.86  19.2945
O  5.2183  9.4564  15.4769
O  0.3803  3.5038  15.299
O  1.6587  1.8576  12.6161
O  9.7211  9.8258  20.0333
O  1.7913  6.499  9.8086
O  2.9497  7.1964  13.2277
O  10.4726  1.2221  11.1339
O  6.4044  7.1947  16.4908
O  3.9984  7.0089  15.6309
O  8.526  2.9486  10.517

Results
free energy: -130057.172 eV
free energy less fixed offsets of O -570.45, Si -639.56 eV per atom: 0.748 eV

Forces (eV/angstrom), in the order of the atoms: element, x, y, z
Si  0.0873  -0.2119  -0.3357
Si  -0.1386  0.0249  -0.3867
Si  0.1477  -0.2433  -0.3322
Si  -0.0978  0.0915  -0.3256
Si  -0.1062  0.0811  -0.3246
Si  0.115  -0.1621  -0.3513
Si  -0.1356  0.1392  -0.3834
Si  0.1214  0.0391  -0.3528
Si  -0.0466  0.0773  0.0171
Si  0.0155  -0.0505  0.0068
Si  -0.0387  0.0572  -0.009
Si  0.0416  -0.0317  0.0207
Si  0.0797  -0.0049  0.0031
Si  -0.0653  0.0318  0.0326
Si  0.0737  -0.0418  -0.007
Si  -0.0604  0.0552  -0.0363
Si  0.0039  -0.0156  0.0044
Si  0.0396  -0.0374  0.0345
Si  0.0076  -0.0258  0.0138
Si  -0.0105  0.0037  0.0053
Si  -0.0058  -0.041  0.021
Si  -0.0062  0.0024  -0.0031
Si  -0.0243  0.0163  0.0047
Si  -0.0204  0.0114  0.0398
Si  -0.0272  -0.0161  -0.4783
Si  -0.2094  0.3953  0.5963
Si  -0.3206  -0.093  0.4014
Si  0.0261  0.041  -0.6896
Si  -0.0572  -0.0952  0.3884
Si  -0.028  -0.2263  -0.5423
Si  -0.0254  -0.1017  -0.346
Si  -0.2335  0.116  0.6546
Si  -0.08  -0.0296  -0.0295
Si  -0.05  -0.191  0.0498
Si  -0.0483  0.0101  -0.0204
Si  0.1407  -0.063  0.0683
Si  -0.0039  -0.1173  0.0428
Si  -0.1227  -0.0204  -0.0067
Si  0.1302  0.0322  0.0207
Si  -0.008  0.0858  -0.0293
Si  0.0538  -0.0313  -0.0038
Si  -0.0698  0.079  -0.0451
Si  0.062  -0.0487  0.016
Si  -0.0949  0.0883  -0.0088
Si  -0.0418  0.0433  -0.0467
Si  0.0171  0.0054  0.0001
Si  -0.0366  0.1004  -0.01
Si  0.0384  -0.032  0.0091
Si  0.0457  -0.0988  0.0351
Si  -0.0344  0.0144  -0.003
Si  -0.0397  0.0033  -0.0177
Si  0.0456  -0.1022  0.0158
Si  -0.0073  0.0361  0.0045
Si  0.0728  -0.0517  0.0296
Si  0.0795  -0.0556  0.0192
Si  -0.0954  0.0594  -0.0145
Si  0.0181  0.1384  -0.0476
Si  0.0835  -0.014  0.0272
Si  0.0028  -0.0561  0.0338
Si  -0.0926  0.0333  -0.0327
Si  0.1274  0.042  0.0039
Si  -0.0731  0.1023  -0.0565
Si  -0.0641  0.067  -0.0421
Si  0.0543  -0.0115  0.037
Si  0.1226  -0.1127  -0.646
Si  0.1286  0.2901  0.4989
Si  0.3609  -0.0745  -0.4354
Si  0.0648  0.1962  0.6006
Si  -0.1245  -0.0888  0.6693
Si  0.1447  0.0837  -0.5397
Si  -0.0714  -0.0282  0.4808
Si  0.2258  -0.2707  -0.5593
Si  -0.0128  0.0155  -0.0201
Si  0.0265  0.0082  -0.0127
Si  0.0363  0.0326  -0.0138
Si  0.0149  -0.017  -0.0043
Si  -0.0033  0.0002  -0.0028
Si  -0.0325  0.0476  -0.0156
Si  0.0184  -0.0027  -0.0043
Si  -0.005  0.0144  -0.0251
Si  -0.0216  0.0475  -0.0178
Si  0.0594  -0.0791  0.0142
Si  0.0683  -0.0758  -0.0043
Si  -0.1118  -0.0093  -0.0104
Si  0.0403  -0.0198  0.0039
Si  -0.0486  0.0509  -0.007
Si  -0.0262  0.0428  0.0035
Si  0.0367  -0.0626  0.0045
Si  0.2434  -0.1717  0.3299
Si  -0.2062  0.2371  0.368
Si  -0.1641  0.1052  0.3098
Si  0.093  -0.0102  0.3122
Si  -0.1336  0.2368  0.3038
Si  0.0893  -0.0422  0.3533
Si  0.1349  -0.1803  0.2341
Si  -0.1608  0.1514  0.3164
O  0.0663  -0.15  -0.1153
O  0.1833  0.1801  0.0342
O  -0.0306  -0.1943  0.1475
O  0.2055  0.0116  0.1607
O  -0.1216  0.1834  0.2113
O  -0.2559  -0.0781  -0.0735
O  -0.0179  -0.2409  -0.0202
O  -0.0255  -0.0788  0.0723
O  0.133  0.2847  -0.1665
O  0.2476  0.2382  -0.1071
O  0.0118  -0.3462  -0.053
O  0.1922  0.2729  0.0861
O  0.3167  0.1037  0.2168
O  0.1481  -0.325  -0.1181
O  -0.3827  0.1303  -0.112
O  -0.3546  -0.1362  0.1128
Si  0.0312  -0.0685  0.0261
Si  -0.0485  0.0483  -0.1093
Si  -0.0381  -0.0468  -0.0276
Si  -0.0545  -0.0575  0.0811
Si  -0.0435  0.0185  -0.0266
Si  0.0701  0.0037  0.0793
Si  0.0458  -0.0088  -0.1114
Si  0.0414  -0.0654  0.0836
Si  -0.0401  -0.0554  -0.0363
Si  -0.0369  0.0706  -0.085
Si  0.0787  0.0522  0.006
Si  -0.0328  -0.0579  0.0268
Si  0.0257  0.0603  0.0508
Si  0.0051  0.0383  0.0078
Si  -0.0324  -0.0165  0.1343
Si  -0.0055  -0.0896  -0.0366
Si  0.089  0.0454  0.0311
Si  0.0124  0.0515  -0.0478
Si  -0.0134  -0.0678  0.0381
Si  -0.0346  -0.08  -0.0211
Si  -0.0002  0.0105  -0.0009
Si  -0.0376  0.0798  -0.022
Si  -0.1016  0.0633  -0.0333
Si  0.0143  -0.0271  -0.0174
Si  -0.01  -0.005  -0.0266
Si  0.0201  0.0391  -0.0426
Si  0.061  -0.0801  -0.0084
Si  0.0178  0.0685  0.018
Si  0.072  0.0709  -0.0368
Si  0.0317  -0.0185  0.0439
Si  0.0725  0.0519  -0.0693
Si  0.0236  -0.0198  -0.0174
Si  -0.0255  -0.0137  0.0007
Si  -0.0007  0  -0.0922
Si  -0.0178  0.0097  0.0775
Si  0.0192  0.0652  0.0459
O  0.132  0.1636  -0.0877
O  -0.0483  0.066  -0.1339
O  -0.0943  -0.15  0.1247
O  -0.1293  -0.0791  -0.0106
O  0.2914  0.0454  -0.0458
O  0.3048  -0.1277  0.1053
O  0.0883  0.3376  -0.0214
O  -0.1048  0.2978  0.3095
O  0.2834  0.0545  0.3074
O  0.0347  -0.3091  -0.0092
O  -0.2765  -0.1796  0.2201
O  0.025  -0.015  -0.0019
O  -0.0067  0.0954  0.079
O  0.3535  -0.1974  0.0001
O  0.003  0.38  -0.3762
O  0.2606  0.1418  0.2044
O  -0.1115  0.0144  -0.2428
O  0.1239  0.3999  0.0228
O  -0.0293  -0.187  -0.2077
O  0.0527  -0.041  -0.1472
O  0.2262  0.122  -0.2744
O  0.3262  0.069  -0.0391
O  0.0491  -0.3714  0.3288
O  0.0538  0.1717  -0.1783
O  -0.1518  0.2403  -0.0558
O  0.2752  0.222  -0.25
O  -0.2108  -0.1727  -0.0105
O  0.0402  -0.1414  -0.2038
O  -0.5007  0.1165  0.0657
O  -0.0713  0.2142  -0.1325
O  0.184  0.3146  -0.1855
O  0.0574  -0.2447  0.1525
O  -0.2995  0.1519  0.1365
O  -0.0205  0.1604  0.153
O  0.1717  0.0748  0.331
O  -0.347  -0.3428  -0.0012
O  -0.276  -0.0288  0.1519
O  0.4625  0.1815  -0.1037
O  -0.0605  -0.456  0.2292
O  -0.2788  -0.3453  -0.1424
O  -0.3164  -0.336  -0.0297
O  -0.2082  0.3252  0.0157
O  -0.0098  0.2593  -0.2723
O  -0.1066  -0.3643  -0.1848
O  -0.0528  -0.382  -0.0178
O  0.1955  -0.216  -0.3191
O  -0.0463  -0.0007  0.07
O  -0.3911  -0.2747  -0.0351
O  0.2987  -0.0195  -0.121
O  0.0378  -0.3023  0.0183
O  0.0563  0.4514  0.0551
O  -0.0097  -0.0235  0.4023
O  0.2326  -0.2061  0.1559
O  -0.1184  0.0096  0.1617
O  -0.067  -0.1721  -0.219
O  -0.1451  0.0717  0.0874
O  -0.089  0.0542  -0.2447
O  0.099  0.2541  0.2471
O  0.0718  -0.0242  0.0211
O  0.2255  0.2548  0.2253
O  -0.1642  -0.0326  0.1926
O  -0.1871  -0.1542  -0.1193
O  -0.1245  0.3648  -0.0687
O  -0.2834  -0.2544  -0.0324

The program warned: the cutoff lies below the one the program advises for these potential files; the forces do not sum to zero within the program's tolerance; empty levels may hold ghost states of the PAW files; the exchange-correlation potential is rough where the density is thin.
